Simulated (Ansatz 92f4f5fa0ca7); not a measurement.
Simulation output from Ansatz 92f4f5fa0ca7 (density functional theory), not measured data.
Periodic cell of 220 atoms, Si132O88, from a study of silicon, its oxide and their interface. The atomic structure is a simulated model.

Settings: functional PBE; potential files Ansatz PAW; basis plane waves; wave-function cutoff 700 eV; density cutoff ratio 5; exchange-correlation grid ratio 1; k mesh 2 x 2 x 1, shifted by 0.5 0.5 0.5 of a step; self-consistency stop 5e-08 eV per atom in the density residual; occupations fixed; spin none; net charge 0.

Cell vectors (angstrom)
a	10.938	0	0
b	0	10.938	0
c	0	0	32.2119

Atoms and the computed forces on them: element, x, y, z (angstrom), force x, y, z (eV/angstrom)
Si	-0.2277	0.2332	24.6605	-0.0064	0.0289	-0.0413
Si	5.7135	-0.3434	24.7289	0.0082	-0.0263	-0.0289
Si	2.511	2.8149	24.7376	-0.0233	0.0059	-0.0326
Si	8.4622	2.4724	24.6702	0.0332	0.0005	-0.0389
Si	0.1903	4.9687	24.6111	0.0116	-0.0403	-0.0471
Si	5.2326	5.7999	25.0137	-0.0004	0.0351	-0.022
Si	2.9652	7.9122	24.7648	0.0311	-0.0039	-0.0324
Si	7.9639	8.3862	24.7523	-0.0331	0.0017	-0.0275
Si	1.3177	1.3279	26.0831	0.0058	-0.0079	0.0031
Si	6.8496	1.3158	25.9884	0.0192	0.0102	0.0179
Si	4.0696	4.0467	26.0549	-0.0064	0.0147	0.0131
Si	9.5627	4.0156	26.0763	-0.0055	0.0067	0.014
Si	1.2895	6.726	25.9201	-0.0003	0.0022	0.0147
Si	6.8346	6.9305	26.2326	0.021	0.0198	-0.0086
Si	4.0955	9.5193	26.0777	0.0186	0.0115	-0.0088
Si	9.5661	9.5784	26.0051	-0.0001	0.0108	0.0148
Si	2.7356	-0.0133	27.4146	-0.0042	-0.0022	-0.0018
Si	8.2158	-0.0051	27.4192	-0.0008	0.0067	-0.007
Si	0.0039	2.7144	27.4708	0.001	-0.0018	-0.0135
Si	5.4914	2.7088	27.3899	-0.0044	-0.0009	0.0061
Si	2.6987	5.448	27.4028	-0.0068	0.0034	-0.0054
Si	8.2213	5.4544	27.4303	0.0057	-0.0055	-0.0117
Si	0.0069	8.1767	27.3534	0.0072	-0.0108	0.0099
Si	5.4464	8.2542	27.5266	-0.008	0.0043	-0.0124
Si	4.1018	1.3673	28.7936	0.0916	-0.0311	-0.211
Si	9.5708	1.3673	28.7936	-0.1208	-0.1474	0.2284
Si	1.3673	4.1018	28.7936	-0.0136	0.0471	0.2089
Si	6.8362	4.1018	28.7936	0.0121	-0.1595	-0.1603
Si	4.1018	6.8362	28.7936	-0.3572	-0.2059	0.0724
Si	9.5708	6.8362	28.7936	0.1957	0.0202	-0.1947
Si	1.3673	9.5708	28.7936	-0.0351	-0.2784	-0.319
Si	6.8362	9.5708	28.7936	0.1855	0.4619	0.4687
Si	0	0	30.1609	-0.1107	-0.0027	-0.0229
Si	5.469	0	30.1609	0.1286	0.0182	0.0397
Si	2.7345	2.7345	30.1609	-0.0327	0.0812	-0.0385
Si	8.2035	2.7345	30.1609	-0.0027	-0.0468	0.0148
Si	0	5.469	30.1609	0.0494	-0.0225	-0.0002
Si	5.469	5.469	30.1609	-0.0876	-0.0248	-0.0447
Si	2.7345	8.2035	30.1609	-0.0196	-0.0928	0.0053
Si	8.2035	8.2035	30.1609	-0.0411	0.0454	-0.0375
Si	1.3673	1.3673	31.5281	0.0905	-0.0389	0.0007
Si	6.8362	1.3673	31.5281	-0.0821	0.0515	0.0106
Si	4.1018	4.1018	31.5281	0.0483	-0.0555	0.0133
Si	9.5708	4.1018	31.5281	-0.0158	0.0773	-0.0179
Si	1.3673	6.8362	31.5281	-0.0235	0.0354	-0.0035
Si	6.8362	6.8362	31.5281	0.0361	-0.0294	0.0036
Si	4.1018	9.5708	31.5281	-0.0468	0.0134	-0.0161
Si	9.5708	9.5708	31.5281	0.0492	-0.0562	0.0154
Si	2.7345	0	0.6835	0.0156	-0.0285	-0.0082
Si	8.2035	0	0.6835	-0.0406	0.0308	-0.0135
Si	0	2.7345	0.6835	-0.0524	0.0396	-0.0106
Si	5.469	2.7345	0.6835	0.0325	0.0272	0.0215
Si	2.7345	5.469	0.6835	-0.0385	0.0357	-0.0137
Si	8.2035	5.469	0.6835	0.0216	-0.0782	-0.0031
Si	0	8.2035	0.6835	0.0283	-0.0455	0.0147
Si	5.469	8.2035	0.6835	-0.013	0.0187	-0.0023
Si	4.1018	1.3673	2.0507	-0.1072	-0.0173	-0.0509
Si	9.5708	1.3673	2.0507	0.0574	-0.0227	0.0738
Si	1.3673	4.1018	2.0507	0.0587	0.0027	0.0722
Si	6.8362	4.1018	2.0507	-0.0028	0.0895	-0.0858
Si	4.1018	6.8362	2.0507	0.0168	-0.0468	0.0887
Si	9.5708	6.8362	2.0507	-0.015	0.0416	-0.052
Si	1.3673	9.5708	2.0507	0.0838	0.0406	-0.0509
Si	6.8362	9.5708	2.0507	0.0365	-0.0392	0.0672
Si	0	0	3.418	0.1257	0.0564	0.0873
Si	5.469	0	3.418	-0.0812	0.1373	0.4207
Si	2.7345	2.7345	3.418	-0.1164	-0.5296	-0.2624
Si	8.2035	2.7345	3.418	-0.3445	0.0919	0.2539
Si	0	5.469	3.418	-0.2399	0.0281	0.1338
Si	5.469	5.469	3.418	0.4398	-0.1525	-0.4503
Si	2.7345	8.2035	3.418	-0.0831	0.6089	-0.0358
Si	8.2035	8.2035	3.418	0.3064	0.0487	-0.2136
Si	1.3579	1.3715	4.8267	0.0008	-0.0153	0
Si	6.8294	1.3711	4.858	-0.0025	0.0058	-0.0077
Si	4.1954	3.9963	4.6826	0.0212	-0.0225	0.0147
Si	9.5255	4.1165	4.805	0.006	-0.0106	-0.0074
Si	1.3261	6.911	4.7424	-0.0115	0.0228	0.0205
Si	6.8701	6.8289	4.7374	0.0202	-0.0124	0.0123
Si	4.0664	9.6218	4.84	-0.0131	0.0228	0.0016
Si	9.5725	9.5857	4.7938	0.0038	0.0046	0.01
Si	2.7224	0.0567	6.3381	0.0014	-0.0252	-0.0281
Si	8.2327	0.0126	6.2187	-0.014	-0.003	-0.0053
Si	-0.0727	2.7389	6.1642	-0.006	-0.012	-0.0067
Si	5.4364	2.7175	6.2806	-0.0077	-0.0053	-0.0084
Si	2.8521	5.4994	5.7718	-0.0064	0.0101	0.0092
Si	8.206	5.5231	6.2035	-0.0168	0.0031	-0.004
Si	0.0232	8.2799	6.2202	0.0082	0.0033	-0.0178
Si	5.5377	8.233	6.0482	-0.0008	-0.0119	-0.0067
Si	3.653	1.838	7.6879	-0.0401	0.0451	0.0458
Si	9.8265	1.1033	7.6047	0.009	-0.0201	0.0338
Si	1.53	4.1764	7.0757	0.0284	0.0062	0.0127
Si	6.5882	4.3676	7.4952	-0.0145	0.0129	0.0295
Si	4.3956	6.5458	7.1582	-0.0064	-0.0387	0.0244
Si	9.2971	7.2126	7.4944	-0.018	0.0203	0.0414
Si	1.1664	9.8012	7.6821	-0.0168	0.0081	0.0433
Si	7.0067	9.374	7.4766	0.0126	-0.0222	0.0415
O	1.4504	3.9698	24.2349	-0.0032	-0.0074	-0.0191
O	6.8325	9.4817	24.2138	-0.0013	-0.0035	-0.0205
O	2.5332	3.0233	7.6484	0.0212	-0.005	0.0277
O	8.1319	8.2739	7.9689	-0.0072	0.0091	0.0197
O	5.429	5.4844	7.9228	0.0037	0.0032	0.0199
O	0.0203	-0.0018	8.1417	-0.0001	0.0096	0.0157
O	4.1294	6.8192	24.2971	-0.0052	0	-0.0225
O	9.5982	1.3684	24.1444	-0.0043	-0.0107	-0.0207
O	1.8256	9.1389	9.0736	-0.0046	0.0013	-0.0203
O	1.0787	5.2771	8.2291	-0.027	-0.0092	0.017
O	9.0577	1.7112	8.9637	0.0118	0.0103	-0.0161
O	6.256	9.9407	8.841	0.0081	-0.0187	-0.0011
O	3.7152	1.7085	9.3607	0.0068	0.0046	-0.0009
O	3.4191	7.282	8.2168	0.0153	0.0062	0.0014
O	7.2064	3.6837	8.8845	0.0206	0.0034	-0.0077
O	9.9436	6.7788	8.9627	0.0073	-0.0151	-0.0112
O	2.9798	1.9724	23.3749	0.0138	0.0138	0.0105
O	5.0366	0.2597	23.345	-0.0003	0.0136	0.0088
O	7.8951	3.2533	23.3003	0.0088	-0.0124	0.0314
O	10.3325	5.0459	23.164	0.0187	0.0098	0.0055
O	8.6669	7.6137	23.4689	0.0011	0.0131	0.0028
O	2.3982	8.6417	23.4039	-0.017	-0.0048	0.0042
O	6.3236	5.2711	23.9095	-0.0234	-0.0342	-0.0055
O	0.5113	10.566	23.3016	-0.0075	-0.0134	0.0121
Si	2.9741	8.045	9.5562	0.0048	-0.0078	0.0055
Si	9.9645	0.2262	13.0852	-0.0054	-0.0015	-0.0007
Si	14.7544	5.8952	13.2448	-0.0345	-0.0041	0.0218
Si	4.4518	1.6533	22.7406	0.0053	0.0087	0.0028
Si	8.5736	2.3432	20.2258	-0.007	0.0009	-0.006
Si	10.1914	4.9375	21.5364	0.0054	-0.0032	-0.0011
Si	1.2146	9.3129	22.5148	0.0048	-0.0078	-0.0005
Si	13.1052	4.5671	20.189	0.0029	0.0011	-0.0002
Si	1.9794	5.394	11.0476	-0.0073	0.0014	0.0008
Si	-2.0183	10.1278	20.1171	-0.0044	-0.0082	-0.0016
Si	4.4454	6.6372	15.9647	-0.0058	0.0032	0.0025
Si	7.4461	9.3757	12.6952	0.002	-0.0111	-0.002
Si	5.6772	9.578	10.3242	-0.0014	-0.0055	0.0039
Si	5.4036	2.9559	12.7172	-0.0032	-0.0011	0.0093
Si	3.1205	12.5456	15.9792	-0.0017	-0.0011	-0.0014
Si	2.6725	9.3634	19.7605	0.0035	0.0006	0.0018
Si	5.2944	3.836	15.4453	0.0002	-0.0041	0.0002
Si	3.3233	2.6488	10.6565	-0.0071	0.0097	0.0009
Si	4.9363	10.9725	12.7089	0.0031	-0.0027	0.001
Si	6.4897	4.0072	22.9255	-0.0147	0.0074	0.0084
Si	13.1242	0.7085	13.0181	-0.0007	0.0057	0.0052
Si	8.6727	3.2318	9.4483	0.0075	0.0163	-0.0062
Si	9.6096	14.0314	17.4178	-0.0016	0.0057	-0.0006
Si	12.2412	2.4508	18.3643	0.0026	0.0025	0.0018
Si	8.2079	4.5373	15.1932	0.004	-0.003	0.0011
Si	4.675	-0.0923	17.9995	-0.0001	-0.002	-0.0021
Si	4.9995	4.8193	20.4184	0.0041	0.0027	0.0006
Si	7.255	7.6013	15.2322	0.0014	0.0025	-0.0009
Si	14.5532	6.6987	18.8584	0.0025	0.0032	-0.0019
Si	9.4284	7.795	22.0293	0.0069	0.0044	0.0058
Si	18.2935	9.6995	17.4053	-0.0016	-0.0032	0.0013
Si	10.7535	5.4036	9.2527	0.0008	-0.0108	-0.0051
Si	5.5278	13.0152	19.9349	-0.0006	-0.0007	0.0009
Si	0.3971	-0.5718	18.4176	0.0023	-0.0041	-0.001
Si	9.5532	11.2253	16.1599	-0.0004	-0.0002	-0.0018
Si	8.5918	3.0741	12.5787	0.0073	0.0062	-0.003
O	6.9922	13.783	12.653	-0.0061	0.0034	-0.0011
O	6.9965	-8.7125	20.6441	-0.0195	0.0119	-0.0199
O	11.7158	0.9705	18.7884	-0.0018	-0.0068	-0.0233
O	4.8409	4.131	13.8174	0.0264	-0.0236	0.0024
O	2.0982	2.4008	16.9551	0.0023	-0.0173	0.0104
O	9.7873	10.794	14.6416	-0.0042	0.0201	-0.0032
O	5.5275	1.169	18.5927	-0.005	-0.007	0.0046
O	3.3705	10.4788	12.9332	-0.0042	0.0279	-0.006
O	2.5465	4.0424	10.2927	0.0008	-0.0102	0.0267
O	0.3498	5.3317	10.7963	0.012	0.0013	-0.0265
O	5.101	3.5507	19.3984	0.0039	-0.0023	0.0377
O	9.4018	3.5712	20.9815	0.0077	0.0106	-0.014
O	15.8643	6.5431	12.4101	0.0093	0.0023	-0.0059
O	1.6968	9.4136	18.447	-0.0013	0.0201	0.0137
O	0.0747	8.1772	22.2267	-0.016	0.0237	-0.0031
O	13.3834	5.5527	18.8983	0.0179	-0.0037	0.0263
O	16.6705	-1.1561	17.3769	0.0107	0.0176	0.0177
O	10.6052	10.2943	16.98	-0.0034	0.0253	0.0261
O	4.5052	1.5616	21.1127	0.0206	0.0216	0.0072
O	2.4261	5.2712	12.6228	0.0063	0.0082	-0.0257
O	6.2478	4.7206	21.4627	-0.0234	-0.0189	-0.018
O	8.6511	9.0659	21.3274	0.0219	-0.0055	-0.0104
O	8.0137	10.9728	16.6198	0.0175	-0.0209	0.0051
O	3.1781	7.8426	19.9224	-0.0063	0.0131	-0.0176
O	15.9806	6.1395	19.4622	-0.0313	-0.0158	0.0041
O	4.911	12.4802	13.3351	0.0157	0.007	-0.0195
O	8.8656	10.1764	12.345	-0.0082	0.0077	0.0112
O	8.9418	4.1373	13.7776	-0.0216	-0.0112	0.0153
O	6.2047	10.2224	13.4169	-0.0066	0.0055	-0.0269
O	7.7788	8.2625	13.8363	-0.0062	0.0079	0.0059
O	7.821	8.3573	16.5842	-0.0168	0.0101	-0.0127
O	4.2784	8.7569	10.2121	0.0019	-0.0006	-0.012
O	4.7395	3.2051	11.2838	-0.0045	-0.024	0.0189
O	5.2856	10.9758	11.1079	0.0028	-0.02	0.0218
O	4.4491	13.4889	15.8796	0.0023	0.0157	-0.0061
O	3.9312	10.2924	19.3358	-0.0078	-0.0158	-0.0136
O	6.8921	3.5571	15.4096	-0.0044	0.0275	-0.0044
O	13.0789	3.0295	19.6284	-0.0112	0.0212	-0.006
O	0.6539	11.0672	12.7662	0.0088	0.0053	0.0053
O	-1.5356	6.3611	21.1876	0.0012	0.0019	0.0094
O	5.631	7.5842	15.3967	0.0051	-0.0274	0.0045
O	5.0045	5.1374	16.35	-0.0007	0.0063	-0.0251
O	3.7861	7.2409	17.3266	0.0101	-0.0179	0.0079
O	0.0711	3.4939	18.136	-0.0084	-0.028	-0.0045
O	11.7086	4.938	20.9212	-0.0046	-0.0093	-0.0047
O	7.8066	6.0873	15.1822	-0.0122	-0.0083	0
O	5.3382	2.9176	23.2498	0.0137	-0.008	-0.0385
O	12.8778	9.8459	21.1379	-0.0002	-0.0211	0.0006
O	9.054	11.7252	20.5249	0.0048	-0.0019	-0.0008
O	2.4776	1.803	11.8041	0.0107	0.0002	-0.0113
O	2.3377	1.3288	14.5586	0.0049	-0.0098	-0.0007
O	9.1302	4.3472	16.5168	-0.0039	-0.0201	-0.0008
O	3.6402	0.2723	16.7766	0.003	0.0109	0.0148
O	9.4988	12.6946	12.8075	-0.0066	-0.0106	0.0054
O	10.3796	-1.2101	19.5514	-0.0172	0.0143	-0.0176
O	7.8031	9.7952	18.9724	0.0127	0.0063	-0.0087
O	14.4434	15.6742	21.1545	0.0065	-0.0003	-0.0419
O	6.8451	-2.0736	11.2497	-0.0146	0.033	0.0045
O	14.3104	6.3733	14.7586	0.0248	0.0043	0.0045
O	2.3971	6.8952	10.5514	0.0052	0.0039	-0.0005
O	9.8011	4.1789	8.7762	-0.0157	0.0023	0.0285
O	8.8311	3.5227	11.0392	-0.0082	-0.012	-0.0049
O	9.8631	1.8639	16.3761	-0.0032	-0.0098	0.0222
O	8.5849	2.6595	18.6126	0.0216	0.0027	0.0087

Results
free energy: -133976.629 eV
free energy less fixed offsets of O -569.03, Si -635.61 eV per atom: -1.469 eV

The program warned: the cutoff lies below the one the program advises for these potential files; the exchange-correlation potential is rough where the density is thin.
